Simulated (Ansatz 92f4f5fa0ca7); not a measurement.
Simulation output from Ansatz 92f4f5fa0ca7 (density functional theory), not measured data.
Periodic cell of 220 atoms, Si132O88, from a study of silicon, its oxide and their interface. The atomic structure is a simulated model.

Settings: functional r2SCAN; potential files Ansatz PAW; basis plane waves; wave-function cutoff 800 eV; density cutoff ratio 5; exchange-correlation grid ratio 1; k mesh 1 x 1 x 1, shifted by 0.5 0.5 0 of a step; self-consistency stop 1e-10 eV per atom in the density residual; occupations fixed; spin none; net charge 0.

Cell vectors (angstrom)
a 10.888 0 0
b 0 10.888 0
c 0 0 31.7229

Atoms and the computed forces on them: element, x, y, z (angstrom), force x, y, z (eV/angstrom)
Si 2.8711 2.2752 -1.0043 0.0038 -0.0039 0.1281
Si 1.0728 1.1927 1.2914 -0.0034 -0.0088 0.0226
Si -0.9957 4.1975 1.3622 0.0059 0.008 0.0197
Si 2.5733 8.3619 0.127 -0.0041 0.0077 0.0724
Si 5.1067 0.7117 -1.9137 0.0103 0.0182 0.1718
Si 8.7153 1.7604 -0.2541 0.0119 -0.0102 0.0664
Si 6.029 5.2934 -0.0088 -0.0074 0.0081 0.0813
Si 7.5317 8.7483 0.1834 -0.013 0.0085 0.0489
Si -0.4977 0.0433 -0.1048 -0.0016 0.0092 0.0019
Si 4.4635 3.9633 1.0214 0 0.0177 0.0469
Si 0.0428 5.716 -0.1217 -0.0052 0.0034 0.0989
Si 4.1057 9.6259 1.3405 -0.0082 -0.0021 -0.0029
Si 6.9657 1.2501 1.3206 0.0011 0.005 -0.0063
Si 12.0739 7.0569 1.432 -0.0033 0.0067 -0.0055
Si 6.8874 6.8778 1.4335 -0.0004 -0.0035 -0.0036
Si 9.3289 9.5553 1.4391 -0.0026 -0.0071 -0.004
Si 0.0607 2.7103 2.822 -0.0031 0.0004 -0.0038
Si 2.6782 0.0572 2.655 -0.003 0.0014 -0.0023
Si -0.1794 8.2631 2.8077 -0.0013 -0.0008 -0.0013
Si 2.4685 5.5993 2.7637 0.0004 -0.0007 0.0168
Si 5.5762 2.6705 2.6195 -0.0005 0.0057 -0.0042
Si 8.142 0.0236 2.8797 -0.0004 0.0013 -0.0006
Si 5.349 8.1304 2.7296 0.0009 0.0011 -0.0006
Si 8.3102 5.4696 2.6823 0.0017 -0.0008 -0.0022
Si 1.353 4.105 4.1856 0.0004 0.0027 -0.0004
Si 4.0909 1.4089 4.005 -0.0035 0.0024 0.0005
Si 1.3279 9.5734 4.0582 0.0003 0.0011 0.0003
Si 4.0085 6.7922 4.0906 -0.0041 -0.0003 -0.0009
Si 6.8602 4.1038 3.9906 0.0009 0.0008 0.0005
Si 9.5156 1.4064 4.1602 -0.0006 0.0028 0.0002
Si 6.7407 9.4906 4.1143 -0.0002 -0.0005 0.0007
Si 9.5104 6.8061 4.178 -0.0009 0.0008 0.0013
Si 0.0066 0.0248 5.4619 0.0003 0.0009 0.0008
Si 2.7832 2.7506 5.4526 -0.0013 -0.0009 -0.0003
Si -0.0213 5.44 5.5275 0.0003 0.0012 -0.0006
Si 2.6628 8.1759 5.4319 -0.0002 0.0001 -0.0001
Si 5.3898 0.0127 5.422 0 0.0003 -0.0007
Si 8.1366 2.7657 5.4592 -0.0006 0.0013 -0.0011
Si 5.4552 5.4327 5.3759 -0.0006 0 -0.0003
Si 8.1201 8.1642 5.4937 -0.0002 0.0003 -0.0011
Si 1.3894 1.3678 6.7906 -0.0008 0.0009 -0.0008
Si 4.1461 4.0917 6.8024 0.0001 0 0.0001
Si 1.3619 6.8043 6.8389 -0.0003 -0.0002 0.0002
Si 4.0371 9.5314 6.7798 0.0001 -0.0001 -0.0003
Si 6.7892 1.3626 6.7865 -0.0009 0 -0.0006
Si 9.4965 4.0773 6.8481 -0.0003 -0.0007 -0.0002
Si 6.7619 6.7855 6.8082 -0.0004 0 -0.0002
Si 9.5302 9.5329 6.8102 -0.0005 0.0003 -0.0014
Si -0.0063 2.6811 8.15 -0.0005 0.0008 0.0001
Si 2.7035 -0.0179 8.1661 0 0.0007 -0.0003
Si -0.0063 8.1668 8.1802 -0.0001 0 -0.0009
Si 2.7681 5.4396 8.1576 -0.0009 -0.0003 -0.0005
Si 5.4645 2.7157 8.1789 0 0.0001 -0.0006
Si 8.1688 0.0128 8.1545 -0.0007 0.0004 -0.0003
Si 5.3994 8.1716 8.139 -0.0004 0.0006 -0.0003
Si 8.1481 5.4521 8.1743 -0.0002 -0.0001 -0.0007
Si 1.3881 4.0307 9.4478 0.0004 0.0015 -0.0011
Si 4.0862 1.328 9.4979 -0.0014 0.0011 -0.0001
Si 1.3602 9.5094 9.5523 -0.0004 0.0005 0.0002
Si 4.0757 6.829 9.5467 0.0001 -0.0001 -0.0008
Si 6.8412 4.069 9.5354 -0.001 0.0004 -0.0005
Si 9.5568 1.3136 9.5602 -0.001 0.0006 -0.0008
Si 6.791 9.5251 9.4725 0.0013 0.0005 -0.0003
Si 9.5106 6.8127 9.522 -0.0003 0.0005 0.0002
Si -0.0013 -0.0882 10.9622 -0.001 -0.001 -0.0001
Si 2.6839 2.6343 10.8368 -0.0006 -0.0007 -0.0003
Si 0.0461 5.4026 10.7631 0.0019 0.0012 -0.0007
Si 2.698 8.1614 10.9493 -0.001 0.0006 0.0001
Si 5.4401 -0.0276 10.8552 -0.0017 0.0013 0.0003
Si 8.2133 2.7079 10.8959 -0.0023 0.0008 -0.0001
Si 5.4955 5.4768 10.8411 0.0017 0.0009 -0.0004
Si 8.1379 8.198 10.861 0.001 0.001 0.0007
Si 1.3801 1.263 12.2985 -0.0027 0.0006 0.0004
Si 4.0735 4.0763 12.0258 -0.0006 0.0056 0.0016
Si 1.3044 6.7266 12.2258 -0.0049 -0.0009 -0.0007
Si 4.1261 9.5057 12.2758 0.0023 -0.0032 -0.0013
Si 8.1804 0.0013 13.6469 -0.0083 -0.0038 -0.0026
Si 9.6404 4.0819 12.1881 0.0024 -0.002 -0.0001
Si 6.8529 6.8203 12.2583 -0.0071 0.0029 -0.0001
Si 9.5106 9.4264 12.3436 -0.002 0.0011 -0.0001
Si 1.7469 3.8316 14.865 -0.0044 0.0144 0.0762
Si 2.9261 0.0742 13.6884 -0.0112 -0.0132 0.0326
Si -0.7783 10.4734 17.0327 0.0379 0.0064 0.1302
Si 2.7671 5.3823 13.4435 -0.0004 -0.0003 -0.004
Si 5.5099 2.8464 13.3592 0.0083 0.0112 0.0152
Si 6.8339 1.3085 12.1951 0.0072 -0.0019 -0.0007
Si 5.5154 8.1822 13.6631 0.0058 0.004 0.0003
Si 7.4539 4.0964 15.3393 -0.0197 0.0052 0.1012
Si 0.0824 2.7296 13.6049 -0.0008 0.0002 -0.002
Si 4.0843 1.7796 14.8133 0.0065 -0.0054 0.0648
Si -0.4918 7.5307 13.5495 0.0068 0.006 -0.0012
Si 5.4039 5.2107 17.2185 -0.0174 -0.0145 0.1499
Si 8.6909 5.8627 13.405 -0.0053 -0.0069 0.0274
Si 9.3604 1.6272 14.8862 0.0014 -0.0032 0.0657
Si 8.1642 8.4431 16.6513 0.0088 0.0141 0.0348
Si 6.8458 9.566 15.0687 0.0009 0.0025 0.0028
Si 27.1777 -12.0582 22.191 -0.0362 0.0067 0.2037
Si -6.2132 -0.4544 26.9657 -0.0007 -0.0228 0.2356
Si 1.4822 21.2388 26.863 -0.0003 -0.0156 0.2373
Si 19.873 18.2481 20.8367 0.019 0.0205 0.2056
Si 7.1356 5.059 24.9961 0.029 -0.0074 0.2332
Si 9.3895 4.9618 19.2576 -0.0228 -0.0293 0.1771
Si 0.3003 12.8166 25.0491 0.0197 -0.0017 0.2174
Si 12.4145 21.0402 18.7299 0.0267 0.0093 0.2018
Si -15.898 10.4982 31.7889 0.0012 -0.003 0.004
Si -4.0581 7.0872 22.7756 -0.0394 -0.0161 0.2057
Si 5.1046 4.8476 21.6406 0.0107 0.0046 0.2272
Si 15.6175 -14.237 27.404 0.0267 -0.0011 0.1919
Si 4.171 17.5228 29.9601 0.0122 -0.0296 0.167
Si 2.8791 20.0749 16.1951 -0.0106 0.0047 0.1305
Si 12.4986 0.6757 22.6471 -0.0161 0.0185 0.2247
Si 3.0376 1.6269 19.9971 -0.0045 -0.0086 0.1916
Si -8.9429 15.5129 29.186 0.0046 -0.0072 0.213
Si 7.3345 5.6885 27.8126 0.0094 0.0028 0.2403
Si 2.1798 18.3852 25.7299 -0.0141 -0.0144 0.2086
Si 5.5113 21.601 16.666 0.0021 0.0115 0.1367
Si 7.6134 24.6659 20.9125 -0.006 -0.0099 0.2113
Si 14.8859 -14.9812 14.8098 0.0038 -0.0109 0.0703
Si 21.2074 18.6596 15.9241 0.0224 -0.0027 0.0719
Si -3.9112 3.1884 29.7467 0.0142 -0.0452 0.1592
Si -10.4246 31.0211 21.3543 0.0215 0.016 0.2045
Si 0.4688 -1.2699 29.7859 -0.0183 -0.0081 0.1755
Si -6.5202 3.8657 24.523 -0.028 -0.0067 0.2113
Si -7.6539 15.3762 19.1419 0.0197 -0.0222 0.194
Si -8.2131 -1.9838 23.1052 0.0271 -0.0308 0.2078
Si 12.5167 37.2926 26.046 -0.025 0.032 0.2109
Si 16.8135 -21.1415 19.7147 0.0032 0.0089 0.2224
Si 11.7281 16.2519 17.5314 0.0032 -0.0192 0.1687
Si -3.4516 -14.7818 18.3249 0.0126 -0.028 0.1518
Si -1.7713 18.3396 29.7615 0.0062 0.0374 0.1589
Si 19.2163 2.5145 23.8446 0.0041 0.0055 0.208
Si 5.5585 11.9939 24.4241 -0.0085 -0.0005 0.2245
O -11.4014 -13.3914 -2.3954 0.0023 -0.0189 -0.0624
O -1.0157 -4.7725 -11.4171 0.0031 -0.0314 -0.0852
O 5.2301 -11.0024 -3.2808 -0.0279 -0.0414 -0.1781
O -8.4859 10.4527 -8.1795 -0.0121 0.009 -0.0892
O -2.4477 6.5967 -3.1454 -0.0445 -0.0437 -0.1065
O 4.0566 13.959 -0.27 -0.0298 -0.0263 -0.0609
O 14.8495 -1.9286 -9.5936 0.0278 0.008 -0.0731
O -10.2482 14.2857 -6.0617 -0.0179 -0.045 -0.0795
O 13.0213 5.5209 -13.1968 -0.0386 0.0183 -0.0802
O 31.3928 6.4625 -0.772 -0.0234 0.0218 -0.0734
O 16.5958 26.1242 -6.4182 -0.018 -0.0102 -0.084
O -13.8404 27.1236 -5.3588 -0.0103 -0.0267 -0.1717
O 22.6697 16.0626 -1.42 0.0457 -0.0263 -0.109
O 9.3844 14.0351 0.2288 -0.0139 -0.0229 -0.0389
O -3.1037 7.6743 19.7751 -0.0422 -0.0016 -0.1487
O 6.2821 3.7559 21.323 0.02 -0.0136 -0.0768
O 4.8477 1.221 16.1549 -0.0187 0.0234 -0.071
O 2.5415 11.3629 18.9973 -0.0201 -0.0374 -0.0856
O 4.7356 16.7665 15.9271 -0.0281 0.0353 -0.0865
O 5.8282 -0.6362 20.7293 0.0192 0.048 -0.1398
O 13.2155 -0.7027 15.0407 0.0046 0.0274 -0.066
O 15.1987 18.7597 28.9439 0.0097 0.0173 -0.1232
O 16.6919 6.2921 21.8171 -0.0098 -0.018 -0.0811
O 1.3633 -1.6596 20.0265 0.0194 0.0171 -0.1401
O -0.062 -12.4394 16.1055 -0.0037 -0.0219 -0.0454
O 12.3664 15.6295 27.6626 -0.0057 -0.0037 -0.18
O 10.6567 4.4946 18.3945 0.0385 0.0122 -0.0808
O 33.9865 -13.4258 22.4039 -0.0572 0.0105 -0.1045
O 2.5293 3.0705 19.4871 -0.0045 0.0347 -0.0687
O 3.073 10.6646 26.9066 -0.0079 0.0026 -0.0742
O -3.9554 14.9303 31.1419 0.0101 -0.0234 -0.076
O 19.2535 -5.4843 14.9934 0.013 0.0124 -0.0512
O 1.2024 15.3853 16.2344 0.0176 -0.0324 -0.1054
O 16.303 -21.3436 25.8743 0.0325 0.0556 -0.1616
O -13.0872 -22.8362 17.4627 -0.0109 -0.0229 -0.0607
O 2.5304 1.3474 21.5096 0.0432 0.0299 -0.1455
O 8.4179 2.3873 22.2362 -0.0267 0.0145 -0.1634
O 3.0896 15.1452 25.4358 0.061 -0.0227 -0.0947
O -5.1827 23.9861 29.5152 -0.0035 0.0149 -0.0599
O 16.8242 6.4722 27.5105 -0.0112 0.005 -0.0796
O 34.0104 19.6974 26.2801 0.0118 -0.0421 -0.0905
O 21.8688 -10.9982 18.3484 -0.0521 0.0019 -0.0927
O 18.0025 15.1456 28.5541 0.0063 0.0633 -0.1148
O 4.3748 20.445 16.6738 0.0061 -0.0067 -0.051
O 39.7146 23.4685 24.3694 0.0232 0.011 -0.0743
O 6.6115 15.1606 16.6981 0.0253 -0.0131 -0.0707
O -14.5828 1.5736 20.0717 -0.0187 -0.0305 -0.08
O -8.0258 -3.2011 15.5974 0.014 -0.0194 -0.048
O 5.3309 10.9589 23.2194 0.0013 -0.0624 -0.1313
O 18.8573 -2.4655 30.3562 0.0321 -0.0351 -0.0867
O -6.454 34.9261 24.332 -0.0001 0.0021 -0.0677
O 5.1248 19.7936 26.666 -0.0022 0.011 -0.073
O -4.4249 19.5424 22.779 0.0061 0.003 -0.0655
O -11.764 11.8525 16.2223 -0.0215 0.0256 -0.074
O -7.9512 -13.8183 24.3763 0.0182 0.0516 -0.159
O 14.8708 15.8797 20.4905 -0.0604 -0.0085 -0.1403
O 30.0896 13.6339 15.4681 0.012 -0.0106 -0.0356
O 6.815 17.3494 24.2624 -0.0073 0.0546 -0.1379
O 8.6437 14.6488 20.0251 0.0423 0.0513 -0.0938
O 0.9074 21.2397 28.402 0.0484 0.0232 -0.1865
O 9.6134 -8.9539 24.6495 -0.0425 0.0077 -0.0802
O 19.2274 17.8145 22.2433 0.0499 0.0094 -0.1188
O 0.7004 22.4263 26.0296 -0.03 0.0675 -0.116
O 1.2693 6.1517 25.528 -0.0006 0.0098 -0.0683
O -7.3739 11.7854 30.1724 0.0006 -0.0023 -0.0556
O -10.6702 6.7756 16.9938 -0.025 0.0407 -0.0755
O 2.0603 9.2037 17.5678 0.0262 -0.0243 -0.1074
O -2.5048 16.5645 18.222 -0.0249 0.0344 -0.0812
O -4.9617 6.3967 18.2111 -0.0038 0.0035 -0.0646
O 4.644 1.5918 19.9662 0.0048 -0.0046 -0.0645
O 12.6251 2.1086 31.8318 0.0297 0.017 -0.0602
O -4.8758 10.974 18.1949 -0.0052 -0.0383 -0.1691
O -7.5092 6.9891 26.71 -0.0559 0.0014 -0.1018
O 35.7726 4.6198 33.3366 0.0189 -0.0136 -0.0307
O -10.5147 21.6542 21.9386 -0.019 -0.0379 -0.092
O 4.3385 15.391 23.0356 0.0261 0.0317 -0.1656
O 3.4872 7.1173 31.3184 0.0263 -0.0328 -0.0794
O -35.3425 13.0182 29.946 -0.0249 0.0327 -0.0754
O 13.7705 2.7553 15.3571 -0.0004 -0.0011 -0.0397
O -4.426 3.9961 14.0667 -0.0145 -0.0122 -0.0377
O -30.4268 3.0655 29.4754 -0.0153 0.037 -0.0761
O -5.25 16.9799 30.3375 -0.0329 0.0253 -0.0874
O -6.5147 4.2731 18.0149 0.0408 0.0209 -0.0929
O 8.0885 25.8699 24.1279 0.0104 -0.0296 -0.0844
O 12.0086 12.7015 23.6618 0.0356 -0.0376 -0.1378
O -7.5543 5.427 29.3274 -0.018 0.0015 -0.0647
O 9.8883 8.6681 21.0773 -0.0228 -0.0197 -0.0657
O 1.7804 9.0147 30.5653 -0.0223 0.0134 -0.0804

Results
free energy: -134621.972 eV
free energy less fixed offsets of O -570.45, Si -639.56 eV per atom: -0.452 eV

The program warned: the cutoff lies below the one the program advises for these potential files; the forces do not sum to zero within the program's tolerance; empty levels may hold ghost states of the PAW files; the exchange-correlation potential is rough where the density is thin.
